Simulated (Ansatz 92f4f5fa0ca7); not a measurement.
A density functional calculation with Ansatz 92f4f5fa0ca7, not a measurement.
Periodic cell of 140 atoms, Si84O56, from a study of silicon, its oxide and their interface. The atomic structure is a simulated model.

Settings
functional: r2SCAN
potential files: Ansatz norm-conserving
basis: plane waves
wave-function cutoff: 1300 eV
density cutoff ratio: 4
exchange-correlation grid ratio: 1
k mesh: 2 x 2 x 1, shifted by 0.5 0.5 0.5 of a step
self-consistency stop: 5e-08 eV per atom in the density residual
occupations: Fermi-Dirac, 0.05 eV
spin: none
net charge: 0

Cell vectors (angstrom)
a, 10.88, 0, 0
b, 0, 10.88, 0
c, 0, 0, 20.474

Atoms: element, x, y, z (angstrom)
Si, 0.0982, -0.4313, 0.1157
Si, 2.2783, 3.1353, -0.2082
Si, -0.0459, 5.0203, 0.2081
Si, 1.7889, 8.9853, 0.1564
Si, 6.5741, 2.1341, -1.9893
Si, 7.3592, 3.0845, 0.2641
Si, 6.2071, 6.1132, -0.4081
Si, 6.7601, 10.5982, -0.5152
Si, 1.3262, 1.3974, 1.3394
Si, 4.0665, 4.2295, 1.2302
Si, 1.4185, 6.4979, 1.2848
Si, 3.929, 9.6777, 0.8811
Si, 6.6909, 1.0042, 1.5236
Si, 9.1836, 3.7505, 1.4477
Si, 6.9686, 7.1841, 1.3975
Si, 9.1908, 9.3397, 1.298
Si, 0.0441, 2.6166, 2.7343
Si, 2.7548, 0.0387, 2.7495
Si, -0.0134, 8.1031, 2.7182
Si, 2.8323, 5.4133, 2.6663
Si, 5.4945, 2.6456, 2.7304
Si, 8.2581, -0.0043, 2.7171
Si, 5.2945, 8.2715, 2.7326
Si, 8.2822, 5.3854, 2.7271
Si, 1.36, 4.08, 4.0755
Si, 4.08, 1.36, 4.0755
Si, 1.36, 9.52, 4.0755
Si, 4.08, 6.8, 4.0755
Si, 6.8, 4.08, 4.0755
Si, 9.52, 1.36, 4.0755
Si, 6.8, 9.52, 4.0755
Si, 9.52, 6.8, 4.0755
Si, 0, 0, 5.434
Si, 2.72, 2.72, 5.434
Si, 0, 5.44, 5.434
Si, 2.72, 8.16, 5.434
Si, 5.44, 0, 5.434
Si, 8.16, 2.72, 5.434
Si, 5.44, 5.44, 5.434
Si, 8.16, 8.16, 5.434
Si, 1.2814, 1.4005, 6.7778
Si, 4.0802, 4.0856, 6.7271
Si, 1.2865, 6.8067, 6.7695
Si, 4.0208, 9.5355, 6.8122
Si, 6.7431, 1.4053, 6.8779
Si, 9.5703, 4.0702, 6.857
Si, 6.8008, 6.7724, 6.7995
Si, 9.4321, 9.6017, 6.7315
Si, 1.0738, 3.5653, 6.9827
Si, 1.4463, -0.3955, 7.9154
Si, 0.1581, 8.5461, 7.9447
Si, 0.3798, 3.3336, 11.5746
Si, 5.3723, 2.8555, 8.2634
Si, 7.3992, -0.3865, 8.0228
Si, 5.9974, 8.4483, 8.3781
Si, 6.9965, 4.9158, 10.4543
Si, -1.1788, 6.7409, 12.4579
Si, 3.407, 2.157, 9.4115
Si, 0.8992, 12.0158, 10.8051
Si, 2.3924, 5.1218, 7.7744
Si, 8.4359, 5.6891, 8.1647
Si, 8.4433, 4.2473, 12.0578
Si, 5.8247, 8.0454, 10.9536
Si, 7.2981, 10.7522, 11.4322
Si, -4.7594, -1.8238, 15.301
Si, 0.7732, 4.5026, 14.239
Si, 0.9966, 7.8053, 10.6233
Si, -1.3749, 5.1967, 16.1926
Si, 5.8256, 1.9667, 13.3759
Si, 2.8479, 4.9613, 10.6194
Si, 8.2329, 12.0396, 13.6438
Si, 6.6532, 6.1646, 16.5421
Si, -7.2491, -0.2753, 16.431
Si, -1.2799, -0.9579, 11.8607
Si, 2.8448, 6.1886, 13.1637
Si, 3.5928, -1.9044, 13.9206
Si, 4.1141, 5.6781, 17.52
Si, 10.7117, 8.1888, 16.5269
Si, -2.2068, 5.669, 18.7007
Si, 3.6937, 2.73, 17.4143
Si, 2.4441, 8.3401, 17.6801
Si, 8.9922, 10.2806, 15.5479
Si, 9.2659, -0.5473, 18.2167
Si, 3.7465, 11.2908, 11.9778
O, -0.2664, 0.5016, -1.4727
O, -0.7257, -4.2725, -4.0104
O, 0.8565, 3.9919, -0.8024
O, 3.2836, 2.3809, -1.3522
O, -0.8665, 5.9155, -0.8776
O, 2.3109, 7.9827, -1.2412
O, -5.5847, 4.8431, 0.4264
O, 6.1567, 11.5676, -1.964
O, 5.3669, -1.1686, 0.0591
O, 5.3909, 3.0476, -2.6319
O, 9.9719, 9.1483, -5.0255
O, 3.1747, 1.4286, -3.9881
O, 5.137, 5.8714, -1.6459
O, 3.0195, 4.3506, -3.1531
O, 8.1133, 9.9661, -1.1973
O, 5.2527, 9.1118, -6.4081
O, 2.1639, 6.809, 11.8464
O, -0.1318, 5.8819, 13.6174
O, -2.1388, 2.7257, 12.9958
O, 0.1086, -0.1652, 11.5171
O, 0.8137, 11.4262, 9.1882
O, -1.103, 14.4755, 10.923
O, 2.1573, 5.0557, 14.3544
O, -0.2003, 7.0188, 11.1912
O, 1.2537, 4.6781, 11.0048
O, 6.0661, 6.2972, 10.6632
O, 6.8362, 1.3646, 14.5109
O, 7.4762, -0.0926, 9.8491
O, 2.4853, 12.1236, 11.0828
O, 9.4775, 11.3431, 14.5957
O, 3.0759, 10.0786, 8.2861
O, 6.858, 9.0208, 11.9242
O, -5.06, 3.4681, 13.4489
O, -3.1427, 6.6579, 17.8334
O, 3.0219, 5.9505, 9.2569
O, 0.6918, 3.5177, 13.0911
O, -5.8709, 11.6346, 10.9885
O, 3.4115, 7.0198, 17.2927
O, -0.3517, 4.2559, 15.3799
O, 2.9929, 7.5346, 14.2747
O, 3.2053, 3.5273, 10.0862
O, 5.1793, 5.426, 16.3773
O, 12.3418, 8.1746, 16.4644
O, 14.586, 5.1737, 12.0867
O, 4.4467, 1.2668, 13.4183
O, 6.2923, 7.5655, 15.8208
O, -3.4213, 5.1236, 19.6698
O, -7.9339, -0.7789, 14.9642
O, 3.1707, -1.0509, 17.7462
O, 3.051, -0.8739, 12.5992
O, 8.7008, 0.0381, 16.8937
O, 7.6656, 9.6391, 14.8418
O, -3.0455, 5.6001, 15.5556
O, 5.1369, 9.8888, 16.5146
O, 10.4685, 8.8169, 17.9459
O, -1.769, 4.4388, 17.5935

Results
free energy: -35825.128 eV
free energy less fixed offsets of O -463.61, Si -117.95 eV per atom: 44.832 eV
pressure: -2.10 GPa
stress xx, yy, zz, yz, xz, xy (GPa, positive in tension): 2.47, 2.72, 1.09, 0.84, 0.68, 0.57

Forces (eV/angstrom), in the order of the atoms: element, x, y, z
Si, -0.9806, 3.0168, -1.3582
Si, 0.003, -0.627, -0.6847
Si, 0.294, -1.1062, -0.7204
Si, 2.6101, -3.9788, -1.7003
Si, 1.5351, 5.5721, 0.5404
Si, -0.8411, -1.4736, -0.4629
Si, -3.4295, -3.8665, -0.5721
Si, -3.6907, 1.3655, 0.1413
Si, 0.3533, -0.882, -0.7564
Si, -0.0769, -2.3768, 0.3207
Si, -1.2737, 2.8103, 0.6969
Si, 0.5078, -0.9188, 2.6727
Si, 0.6386, 1.3759, -1.4503
Si, 2.3959, 0.2762, -0.3472
Si, 1.2573, 1.2712, 1.768
Si, 0.9958, -1.3873, 0.7251
Si, -1.126, 0.74, 0.201
Si, 0.1329, 0.4057, -1.3782
Si, -0.054, -0.3505, -0.8559
Si, -0.4762, 0.4887, 1.3907
Si, -1.5534, 0.1978, -1.0252
Si, -0.2405, -0.6303, 0.8967
Si, -0.1839, 0.2249, -1.2915
Si, -1.6245, 0.9302, -0.1964
Si, 0.1403, 0.0911, -0.8329
Si, 0.4264, 0.1471, 0.1494
Si, 0.0532, -0.3057, -0.3847
Si, 0.222, 0.0956, 0.0833
Si, 0.28, 0.2841, -0.1569
Si, 0.3741, -0.3001, 0.3815
Si, -0.0189, 0.0779, -0.1201
Si, 0.2295, 0.1905, 0.275
Si, -1.0018, 0.9437, -0.9079
Si, 0.5828, -0.8898, -1.1207
Si, -0.8027, 0.3594, -0.7393
Si, -0.2138, -0.3433, 0.1212
Si, -0.4899, 0.5486, 0.4812
Si, 0.3638, -0.1141, 0.6505
Si, -0.0387, 0.1937, -0.2446
Si, -0.4073, -0.4327, -0.2759
Si, 0.6487, 0.8149, -2.2272
Si, 0.9701, -0.2507, -0.0806
Si, -0.1116, 1.3713, -0.6576
Si, 0.585, -0.4355, 3.2483
Si, -0.8561, 1.2736, -0.6224
Si, 0.1228, 0.0358, -0.0383
Si, 0.5575, 0.2262, 0.9603
Si, -1.2671, 0.1716, 0.5469
Si, -3.3917, -0.3722, 1.5408
Si, 2.3575, -1.4265, 3.7169
Si, 0.2243, -0.918, 0.4206
Si, -0.6093, 1.757, -4.0436
Si, 1.1188, -0.1132, -0.0095
Si, 1.0014, -1.7515, 2.7291
Si, -0.7124, 0.9417, -1.2826
Si, -1.3242, 1.5285, -2.7962
Si, 1.0906, -1.779, 2.7094
Si, 1.3889, -2.4207, -1.2493
Si, -2.0252, -1.7181, -2.2497
Si, 1.8027, 2.6372, 2.6386
Si, -0.6481, -0.3931, 0.8935
Si, 3.1781, -3.3175, 0.5405
Si, 0.1396, -0.8161, -0.3693
Si, -1.1003, -1.777, 1.0965
Si, 2.623, 1.4668, 4.2197
Si, -6.8932, 4.2998, 0.2666
Si, 3.5775, 0.1909, 0.6125
Si, -3.2005, -0.5819, -1.3086
Si, -0.0786, 0.7378, 0.5472
Si, -1.1911, 2.996, 2.5986
Si, 1.2428, 2.4913, -1.4411
Si, 1.9164, 0.9743, -2.2817
Si, 0.5994, 0.4869, -2.3839
Si, 0.3037, -0.6219, 0.7606
Si, -0.8837, -1.2928, 0.0389
Si, -0.1063, 4.2322, -0.2553
Si, -0.209, -2.2108, 1.1691
Si, 0.2599, -2.567, -0.9998
Si, 0.8506, -2.7804, -0.4195
Si, -0.0047, 1.2501, 4.4733
Si, 3.2955, -1.4487, 1.382
Si, -4.2897, -2.3433, -3.293
Si, 6.6788, -0.5651, 4.3379
Si, 2.6423, 2.9423, 0.7147
O, -3.1936, -3.9907, 0.4108
O, 1.4285, 2.9969, 0.2237
O, 2, -0.6705, 1.6735
O, -1.3479, 0.8539, -1.753
O, -1.7609, 1.3513, -1.3676
O, -2.0827, 1.468, 1.2474
O, 1.5856, 1.8033, 0.0917
O, -0.5587, -5.9976, 2.514
O, 1.513, 0.6777, -2.4469
O, -2.0206, -0.9321, -1.7338
O, 4.3257, -4.542, 0.6964
O, 2.2254, -0.2001, 1.1298
O, -0.3661, 1.3229, -0.8424
O, 2.5615, -1.4284, 0.1784
O, -0.8523, -0.4185, -0.2262
O, -4.3794, -0.3828, -4.1125
O, -1.4992, 2.8487, -0.8511
O, -0.8877, 1.1337, -1.6324
O, -1.2859, -0.9441, 0.6499
O, 0.1423, 1.0069, 0.3283
O, -0.0513, 0.5286, 2.2969
O, -1.3899, 1.301, 1.9308
O, 5.8174, 3.2083, -0.537
O, -2.4623, -1.2525, -0.3429
O, -0.0003, -1.872, -0.6287
O, 1.2445, 0.3682, 0.7727
O, 1.7574, -1.0496, -0.0767
O, 0.472, 0.4154, -2.2358
O, 2.6631, -1.3581, 1.4495
O, -0.1713, 5.4489, -4.5507
O, -0.1777, -0.18, -2.5364
O, -0.1612, 1.3533, -2.3307
O, 0.7596, 2.3912, -1.2574
O, -1.5406, 0.7765, -0.4341
O, -1.1726, -2.1978, 0.5022
O, -0.1949, -4.2245, -0.2747
O, -1.1805, -1.1296, 0.2984
O, -1.4225, 2.823, -0.3048
O, 0.451, -1.1384, 0.9455
O, 0.9491, -1.9656, -2.5918
O, 0.8075, 0.1664, 0.8464
O, 3.0112, -0.2363, -0.5066
O, -2.4404, 0.2699, -1.0801
O, -0.0835, -0.2305, 0.4266
O, -3.736, -3.0504, -1.958
O, -0.0084, 0.8315, 0.7637
O, 1.1673, -0.2138, -0.0228
O, 1.1117, -0.2198, 2.6403
O, -2.453, -0.6638, 0.1963
O, 0.9558, -2.5626, 0.1625
O, -0.9963, 1.6353, 3.1801
O, -2.815, -0.3904, 1.5748
O, 2.5795, -1.8258, 0.9107
O, 2.0187, 0.3762, -2.6204
O, -3.9103, 3.5373, 2.2363
O, -0.0969, 1.8285, 0.9174
